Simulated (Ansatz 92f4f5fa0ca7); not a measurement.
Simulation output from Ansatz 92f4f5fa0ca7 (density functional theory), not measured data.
Periodic cell of 215 atoms, Si131O82P2, from a study of silicon, its oxide and their interface. The atomic structure is a simulated model.
Doubt: the cutoff is far below the 930 eV that the study's wrapper takes by default for these files, so forces and energies are approximate.

Settings
functional: PBE
potential files: Ansatz PAW
basis: plane waves
wave-function cutoff: 580 eV
density cutoff ratio: 5
exchange-correlation grid ratio: 1
k mesh: 1 x 1 x 1, Gamma-centred
self-consistency stop: 5e-08 eV per atom in the density residual
occupations: fixed
spin: none
net charge: 0

Cell vectors (angstrom)
a 10.938 0 0
b 0 10.938 0
c 0 0 31.5432

Atoms and the computed forces on them: element, x, y, z (angstrom), force x, y, z (eV/angstrom)
Si 10.3967 0.5138 24.2366 -0.0339 -0.0192 -0.0681
P 6.0901 10.4564 24.2805 -0.0115 0.0072 -0.1199
Si 2.0855 3.2568 24.0821 0.008 -0.0182 -0.0147
Si 8.7034 2.2456 24.2888 -0.0001 0.0024 0.0351
Si 0.4574 5.0729 24.1572 -0.0315 0.0267 -0.0219
Si 5.095 5.8859 24.2205 0.077 0.0457 0.0119
Si 3.4197 7.6326 24.1485 0.0496 -0.0231 -0.0195
P 7.8246 8.7497 23.7398 0.0507 0.2376 -0.3214
Si 1.2852 1.4501 25.4098 -0.0289 -0.0035 0.0441
Si 6.8836 1.3279 25.4887 0.0084 -0.0346 0.0636
Si 3.9964 4.1074 25.3118 -0.0096 0.0061 -0.0107
Si 9.6337 4.0911 25.4318 0.0204 0.0015 0.0283
Si 1.4811 6.8316 25.3483 0.0161 0.0031 0.0073
Si 6.8815 6.9275 25.3712 0.0105 0.1273 -0.0182
Si 4.2073 9.539 25.345 0.0347 0.0419 0.1036
Si 9.4039 9.5862 25.3162 -0.0724 0.0297 0.085
Si 2.7378 0.0138 26.6295 -0.0082 -0.0248 -0.049
Si 8.1866 -0.0528 26.8904 0.0966 -0.0085 -0.017
Si -0.0052 2.7549 26.8909 0.0102 0.0083 0.0564
Si 5.399 2.7436 26.6726 0.0124 0.0174 -0.0353
Si 2.7315 5.4505 26.8199 0.0087 0.0097 0.0358
Si 8.1951 5.4841 26.6854 -0.0639 -0.0236 0.0012
Si -0.0204 8.2097 26.602 -0.0464 0.043 -0.0839
Si 5.526 8.2098 26.8114 -0.0486 -0.1385 0.0396
Si 4.0821 1.3554 28.071 0.0096 0.0004 0.0149
Si 9.5625 1.3612 28.1993 -0.0098 0.0165 -0.0676
Si 1.3676 4.12 28.21 0.0125 -0.0186 -0.075
Si 6.8125 4.0965 28.0473 0.0374 -0.0092 0.062
Si 4.1105 6.8353 28.1395 -0.0519 0.0591 0.004
Si 9.5877 6.8396 28.0522 -0.0082 -0.0266 0.031
Si 1.3612 9.5744 28.0152 -0.0123 -0.0072 0.0453
Si 6.8221 9.5495 28.2371 -0.005 0.003 -0.1146
Si 0.0247 -0.021 29.4859 0.016 -0.0149 -0.0077
Si 5.4423 0.0219 29.5047 0.0093 0.0026 0.015
Si 2.7454 2.722 29.499 0.0058 0.0016 0.0011
Si 8.1692 2.7518 29.4882 -0.0334 0.0118 0.0136
Si -0.0181 5.4971 29.5018 -0.0059 0.0028 0.0201
Si 5.4809 5.4612 29.4818 0.006 -0.0041 -0.0062
Si 2.7182 8.2162 29.4638 -0.0195 -0.0153 0.0147
Si 8.2353 8.1739 29.5042 0.0028 0.0007 -0.0098
Si 1.3673 1.3673 30.8594 0.1057 -0.124 0.0483
Si 6.8362 1.3673 30.8594 -0.1726 0.0926 0.0294
Si 4.1018 4.1018 30.8594 0.1638 -0.0723 0.0025
Si 9.5708 4.1018 30.8594 -0.1809 0.0909 -0.1135
Si 1.3673 6.8362 30.8594 -0.0415 0.2108 -0.0724
Si 6.8362 6.8362 30.8594 0.0975 -0.1683 0.0541
Si 4.1018 9.5708 30.8594 -0.2292 0.0599 -0.0944
Si 9.5708 9.5708 30.8594 0.1592 -0.1095 0.0684
Si 2.7345 0 0.6835 0.0694 -0.1317 0.091
Si 8.2035 0 0.6835 -0.2148 0.0264 -0.0623
Si 0 2.7345 0.6835 -0.1885 0.1343 -0.0289
Si 5.469 2.7345 0.6835 0.0793 -0.1189 0.0679
Si 2.7345 5.469 0.6835 -0.1817 0.1154 -0.0499
Si 8.2035 5.469 0.6835 0.0722 -0.1797 0.1291
Si 0 8.2035 0.6835 0.1553 -0.1196 0.0873
Si 5.469 8.2035 0.6835 -0.0367 0.1485 -0.0472
Si 4.1125 1.3515 2.0553 0.0025 0.0016 -0.0044
Si 9.5343 1.388 2.039 -0.0075 0.026 0.0026
Si 1.33 4.1337 2.0542 -0.0115 0.0163 0.0109
Si 6.8493 4.0756 2.0565 0.0148 -0.006 -0.0122
Si 4.0749 6.8641 2.0378 -0.0137 0.0096 0.0019
Si 9.5891 6.8171 2.0534 0.0081 -0.0048 -0.0071
Si 1.3731 9.5619 2.0582 0.007 -0.0076 -0.0153
Si 6.8289 9.5747 2.0646 0.0037 0.0035 0.0138
Si -0.0528 -0.007 3.3421 0.0485 -0.016 0.0734
Si 5.4628 -0.0096 3.4894 -0.0039 0.0023 -0.0304
Si 2.6943 2.7252 3.3405 0.0136 -0.0076 0.0763
Si 8.182 2.6997 3.4992 -0.007 0.0225 -0.0314
Si -0.0271 5.4724 3.5166 0.0026 -0.0023 -0.0379
Si 5.4519 5.4773 3.3246 0.0131 -0.0279 0.0906
Si 2.733 8.2071 3.4863 -0.0102 0.0066 -0.028
Si 8.2221 8.1854 3.3824 -0.0262 -0.0084 0.0357
Si 1.2872 1.3691 4.6771 -0.0059 0.0078 -0.0241
Si 6.8364 1.3088 4.9179 0.0002 0.0009 0.0176
Si 4.0622 4.1205 4.6494 -0.0112 0.0013 -0.0382
Si 9.5288 4.0694 4.8984 0.0006 -0.0132 0.0325
Si 1.3502 6.8735 4.8939 0.0118 -0.0061 0.0278
Si 6.8317 6.8044 4.693 -0.0068 -0.0022 -0.0293
Si 4.1017 9.5682 4.8931 -0.0052 -0.0111 0.0195
Si 9.57 9.5694 4.7519 -0.0043 0.0025 -0.0232
Si 2.6134 0.0445 6.1097 0.0005 -0.006 -0.0101
Si 8.2239 -0.1286 6.2732 -0.0008 -0.0008 0.0001
Si -0.0239 2.6547 6.2033 0.0144 -0.0041 -0.0114
Si 5.3751 2.7716 6.0818 0.0057 0.0011 -0.0203
Si 2.7474 5.4353 6.1416 0.0085 -0.0143 -0.0155
Si 8.0914 5.4422 6.1891 -0.0041 0.0024 -0.0128
Si -0.0079 8.2995 6.2395 0.0008 0.0074 -0.0102
Si 5.5585 8.1544 6.1604 0.0087 -0.0009 -0.0044
Si 3.4748 1.9389 7.1857 -0.026 0.0357 -0.0199
Si 10.02 0.8337 7.4762 -0.0058 0.0056 0.001
Si 1.7717 3.6599 7.3542 -0.0052 0.0037 -0.0159
Si 6.2066 4.5315 7.3916 -0.0055 -0.0006 -0.0021
Si 4.6324 6.3127 7.2642 -0.003 -0.0057 -0.008
Si 9.1581 7.1957 7.3317 0.0036 0 -0.0071
Si 0.8897 10.1588 7.5268 0.0057 0.0022 0.0032
Si 7.4032 8.8929 7.4964 0.0118 -0.0036 -0.0209
O 4.5601 6.6035 8.8931 -0.0055 0.0102 0.0093
O 1.3929 3.9915 8.944 -0.0045 0.0057 0.0101
O 9.747 6.5564 8.7494 -0.0014 0.0006 0.0057
O 1.3028 10.1095 9.1593 0.0058 -0.0023 -0.0043
O 6.0759 4.2289 9.0339 0.0048 -0.0165 0.0145
O 3.7084 1.6068 8.7745 0.0123 0.0012 0.0116
O 7.1286 8.9705 9.1468 0.0031 0.0061 0.0208
O 9.6504 1.0852 9.0793 -0.004 0.0016 0.0003
O 8.2652 2.6249 22.7508 -0.0022 -0.0068 -0.0128
O 10.916 5.6079 22.6532 0.0305 0.017 -0.1123
O 5.7667 -0.0222 22.7407 -0.0762 0.0268 0.0664
O 5.4095 5.4249 22.6524 -0.0062 -0.0021 0.0121
O 2.108 2.8423 22.4691 0.0002 -0.0142 -0.0235
O 3.3965 7.8341 22.4946 -0.0115 0.0062 -0.0048
O 8.7243 9.0472 22.2871 0.1807 -0.2839 -0.1946
O -0.1993 11.2514 22.6288 0.0562 0.043 0.0102
Si 2.1661 2.9721 12.8906 -0.0047 -0.0072 -0.007
Si 8.6843 1.3111 10.3667 0.006 0.0066 -0.0059
Si 1.087 4.5038 15.3478 -0.0007 -0.0042 0.0065
Si 7.5502 5.5826 12.2079 -0.0027 0.0058 -0.0081
Si 2.4387 8.1652 21.2257 -0.0336 -0.0169 0.0173
Si 5.421 7.789 12.4805 0.0033 -0.0026 -0.0025
Si 9.2822 0.4591 15.5131 0.0025 -0.0036 0.0094
Si 2.9475 -0.0295 16.6822 -0.0052 0.0045 0.0099
Si 10.4731 1.1626 12.6134 0.0066 -0.006 0.0125
Si 7.7922 2.8305 21.2268 0.0424 0.027 -0.0083
Si 9.1501 8.7903 14.4747 0.0022 0.0086 0.008
Si 1.4717 4.7838 10.366 0.0078 -0.0145 -0.0112
Si 4.4882 9.4922 19.1707 -0.0019 -0.0283 -0.0203
Si 11.0814 6.0966 21.1036 -0.1127 0.1453 0.0332
Si 6.6352 10.4517 14.8584 0.017 0.0026 0.0127
Si 5.4405 0.6954 21.2904 0.0033 -0.0014 0.046
Si 2.3464 9.8135 10.3904 -0.0071 -0.0078 0.0049
Si 0.5196 10.629 21.3238 -0.0949 -0.0737 -0.0499
Si 5.9187 5.2976 21.1256 -0.0059 0.0028 0.0153
Si 3.6403 7.0917 10.1182 -0.0022 -0.0205 -0.0012
Si 9.0674 5.6913 14.8405 -0.0023 0.0043 0.0158
Si 3.7152 4.0967 19.0997 0.0086 0.0138 0.0238
Si 10.0586 3.6502 19.3283 0.0019 0.0142 0.0115
Si 4.2801 8.6698 15.3771 -0.0054 0.0113 0.0067
Si 0.4802 1.9201 17.1648 -0.0008 -0.01 0.0135
Si 6.8477 7.5693 19.2354 0.0636 0.0393 0.0245
Si 5.2975 3.6331 16.7386 0.0072 0.0014 0.0141
Si 7.8199 5.0222 17.5331 0.0024 0.0245 0.0265
Si 6.6674 9.9251 10.3869 -0.0104 -0.0013 0.0015
Si 4.3783 1.0592 10.1201 -0.0105 0.0031 -0.0085
Si -0.0246 9.0937 11.9139 -0.0034 0.0018 0.0086
Si 9.2572 8.7083 20.7605 -0.1172 0.0091 0.2553
Si 4.5729 1.6721 14.5851 -0.0065 -0.0025 0.001
Si 2.5331 2.0845 21.0942 -0.0395 0.0177 0.0463
Si 6.3297 3.3452 10.3792 0.0265 0.0125 -0.0113
Si 3.4517 5.917 16.736 0.0054 0.0045 0.0107
Si 9.8795 6.543 10.3624 0.0032 -0.0089 -0.0002
O 0.1623 2.6247 18.5999 0.0015 0.0113 0.0011
O 2.9537 9.6386 15.615 0.0085 -0.0077 -0.0072
O 10.9009 4.7695 20.1728 -0.0097 0.0109 0.0078
O 7.5726 2.4025 9.9401 0.0031 0.0121 0.0154
O 10.9228 5.3466 10.8096 -0.0008 0.0013 0.0004
O 6.5966 6.731 12.878 -0.0008 0.0038 -0.0035
O 10.3203 8.0644 10.799 0.005 0.0025 -0.0038
O 7.6862 9.4629 14.0111 -0.0056 -0.0001 -0.0081
O 8.4116 6.2192 10.9837 -0.0019 -0.0036 0.0001
O 5.3165 10.4702 20.1757 -0.0059 0.0309 0.0628
O 2.1684 3.7391 11.4342 0.0037 -0.0029 0.0024
O 8.0405 8.6123 19.6663 0.012 -0.0291 -0.0017
O 6.315 6.7768 20.5666 -0.0065 -0.0294 0.0084
O 5.534 2.7266 15.4039 0.0036 0.0031 -0.0036
O 1.4628 0.8894 20.6911 0.0159 0.0103 -0.0024
O 6.0649 9.0519 11.6385 -0.0011 0.0115 -0.0114
O 4.6467 4.9971 16.1179 0.0008 0.0024 -0.0015
O 6.6348 3.91 17.6359 -0.0007 -0.0063 -0.0133
O 10.5357 10.6727 11.823 -0.0043 -0.0027 -0.0048
O 5.5978 0.4982 14.0019 0.0002 0.003 -0.0035
O 8.0576 5.089 15.939 0.0108 -0.0016 -0.0097
O 9.7472 9.8199 15.6042 0.0015 -0.0014 -0.0146
O -0.3706 5.1592 15.1216 0.0014 0.0023 -0.005
O 1.6015 6.8092 20.8371 -0.0519 0.0031 0.0227
O 1.5278 0.6417 17.1884 0.0087 0.0059 -0.0068
O 6.6429 1.7171 20.8782 -0.0387 -0.0397 0.0373
O 1.0177 1.8001 12.8442 0.0023 -0.004 -0.0019
O 3.2514 5.488 18.3247 0.0078 -0.0008 -0.0046
O 9.5311 2.0143 11.5892 -0.0067 0.0004 -0.0117
O 1.0333 3.1062 16.1898 0.0008 0.0114 -0.011
O 8.5967 5.1474 13.3807 -0.0011 -0.0008 0.0025
O 10.2988 8.5892 13.3302 0.0049 0.0006 -0.005
O 1.4787 9.3765 21.7508 -0.0032 0.0142 -0.0254
O 10.2927 9.9434 20.3553 0.1232 0.0955 0.0276
O 3.1752 0.2191 10.8866 0.0028 0.0127 0.0016
O 5.0697 2.3736 10.8376 -0.0152 -0.0155 -0.0011
O 1.7666 4.1562 13.9218 -0.0043 0.0046 0.0036
O 7.93 10.8637 10.8545 -0.0098 0.0001 -0.0013
O 9.1661 4.4845 18.2531 0.0022 -0.0034 -0.0088
O 5.661 9.4973 15.7849 0.0018 -0.0013 -0.0042
O 5.5329 -0.0246 9.7746 0.0103 -0.0007 -0.0245
O 3.6029 2.3034 13.4014 0.0056 0.002 0.0035
O 2.001 5.6515 16.0495 0.0017 -0.0026 -0.0125
O 9.7218 1.0485 14.052 0.0068 0.0054 -0.0068
O 4.3983 6.9487 11.5404 0.0005 0.0021 -0.0024
O 4.7852 4.5723 20.2219 -0.0039 0.0017 -0.0167
O 9.9747 1.3469 16.6632 0.0054 0.003 -0.0072
O 6.6775 4.3161 11.6521 -0.0022 -0.0061 -0.0035
O 5.6056 8.4333 18.61 -0.0098 0.0173 0.012
O 9.0929 2.7043 20.252 -0.0025 0.0117 -0.0008
O 3.6341 1.1427 15.8009 0.0089 0.0067 -0.0048
O 4.2737 3.0874 17.9155 0.0053 0.0023 0.0001
O 9.9505 7.2271 20.7533 0.183 -0.1846 0.0412
O 3.3557 8.6698 9.8238 0.0018 0.0037 -0.0021
O 3.9572 7.4288 16.3933 0.0006 0 -0.0101
O 7.6477 0.4874 15.7157 -0.0032 -0.0009 -0.0029
O 8.9406 7.3025 15.0537 0.0001 -0.0097 -0.0034
O 4.0173 1.4677 21.3817 0.0785 -0.0397 0.0101
O 1.6008 9.1401 11.6998 0.004 0.0028 -0.009
O 2.3179 6.1628 10.1886 0.0082 0.007 0.0084
O 7.3688 6.4745 18.1371 0.0028 -0.0129 -0.0132
O 7.247 4.3557 21.0529 -0.0153 -0.0235 -0.0159
O 4.5588 8.2415 13.8105 0.0036 -0.0014 -0.0091
O 3.3164 8.6551 19.9478 0.0137 0.0101 -0.0125
O 2.6021 3.2003 19.8948 0.0213 -0.0102 -0.0125
O 3.7801 10.3981 18.0041 0.0106 -0.0061 0.0124

Results
free energy: -131423.137 eV
free energy less fixed offsets of O -568.88, P -755.39, Si -635.61 eV per atom: 0.713 eV

The program warned: the cutoff lies below the one the program advises for these potential files; the exchange-correlation potential is rough where the density is thin.
